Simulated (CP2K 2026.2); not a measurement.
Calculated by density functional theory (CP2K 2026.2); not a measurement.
Periodic cell of 504 atoms, Si360O144, from a study of silicon, its oxide and their interface. The atomic structure is a simulated model.
Doubt: the forces sum to 2.23 eV/angstrom along one axis rather than to zero, so they err by at least 0.0044 eV/angstrom per atom on average; the grid cutoff is modest.

Settings: functional PBE; method Gaussian and plane waves; basis set DZVP-MOLOPT-SR-GTH; pseudopotentials GTH-PBE; grid cutoff 300 Ry, relative cutoff 40 Ry; k points Gamma only; occupations fixed; spin none; net charge 0.

Cell vectors (angstrom)
a 16.32 0 0
b 0 16.32 0
c -1.2922 -0.2889 33.4437

Atoms and the computed forces on them: element, x, y, z (angstrom), force x, y, z (eV/angstrom)
Si 1.129 -1.191 0.021 0.202 -0.062 0.744
Si 4.152 1.118 0.151 -0.013 0.186 0.63
Si 1.119 4.556 0.121 0.174 -0.383 0.744
Si 3.712 6.961 0.172 0.212 0.009 0.667
Si 1.509 -7.18 0.158 0.012 0.161 0.702
Si 4.376 -4.332 0.054 -0.199 0.041 0.781
Si 6.406 -1.067 -0.038 0.202 -0.146 0.751
Si 9.229 1.541 0.063 0.16 -0.015 0.716
Si 7.056 3.804 -0.108 -0.125 0.174 0.76
Si 9.84 6.649 -0.073 -0.181 0.062 0.689
Si 6.598 9.776 -0.037 0.142 -0.16 0.745
Si -6.482 -4.339 -0.016 -0.332 0.289 0.662
Si -3.86 -1.612 0.139 -0.079 0.274 0.769
Si -0.991 1.113 0.029 -0.168 0.08 0.693
Si -4.28 4.399 0.021 0.014 -0.209 0.684
Si -1.252 6.536 0.412 0.014 0.138 0.712
Si -4.209 -6.6 0.077 0.26 -0.251 0.701
Si -1.496 -3.678 0.075 0.066 -0.355 0.733
Si 2.685 -0.099 1.439 -0.054 0.008 -0.027
Si 5.411 2.758 1.273 0.025 0.011 -0.057
Si 2.62 5.527 1.623 -0.001 0.007 -0.045
Si 5.433 8.158 1.243 -0.01 0.03 -0.053
Si 2.714 -5.486 1.288 0.006 0.007 -0.064
Si 5.46 -2.726 1.367 -0.007 -0.008 -0.052
Si 8.043 -0.009 1.329 -0.014 0.008 -0.048
Si -5.459 2.756 1.262 0 -0.013 -0.04
Si 8.199 5.445 1.181 0.021 -0.01 -0.056
Si -5.384 8.147 1.372 0.017 -0.006 -0.027
Si 8.187 -5.426 1.299 0.002 -0.008 -0.044
Si -5.466 -2.734 1.38 0.02 -0.01 -0.053
Si -2.661 0.026 1.326 0.013 0.02 -0.031
Si 0.121 2.727 1.304 -0.006 0.035 -0.033
Si -2.8 5.341 1.59 -0.031 -0.01 -0.027
Si 0.009 8.095 1.598 0.011 0.011 -0.057
Si -2.595 -5.42 1.288 0.012 0.041 -0.041
Si 0.011 -2.637 1.48 0.011 0.02 -0.077
Si 1.409 1.38 2.748 -0.014 -0.012 0.032
Si 4.091 4.082 2.718 -0.003 -0.022 0.007
Si 1.312 6.806 3.013 -0.016 0.009 0.05
Si 4.088 9.501 2.689 -0.017 -0.019 0.028
Si 1.385 -4.105 2.692 0.022 -0.005 0
Si 4.058 -1.446 2.764 0.018 0.005 0.012
Si 6.73 1.38 2.708 -0.01 0.017 0.021
Si 9.512 4.11 2.657 -0.02 0.008 0.023
Si 6.813 6.782 2.581 0.017 0.007 -0.003
Si 9.508 -6.827 2.682 -0.005 -0.005 0.017
Si 6.875 -4.044 2.702 -0.017 -0.036 0.013
Si -6.854 -1.349 2.669 0.006 0.026 -0.002
Si -4.078 1.389 2.631 0.006 0.014 0.002
Si -1.339 3.951 2.766 0.033 -0.016 0.012
Si -4.084 6.833 2.827 -0.013 0.004 0.015
Si -1.348 -6.753 2.77 -0.037 -0.011 0.018
Si -4.046 -4.111 2.693 0.022 -0.005 0.04
Si -1.37 -1.295 2.804 -0.023 -0.012 0.017
Si 0.013 0.05 4.123 -0.004 0.003 -0.01
Si 2.762 2.718 4.108 -0.008 -0.009 0.002
Si -0.066 5.362 4.192 0.005 0.006 -0.004
Si 2.765 8.205 4.172 -0.003 0.022 -0.009
Si 0.024 -5.413 4.103 0.007 0.002 -0.003
Si 2.711 -2.779 4.114 -0.011 0.016 0.013
Si 5.409 -0.012 4.076 0.008 0.017 -0.016
Si 8.148 2.738 4.031 0.003 -0.004 -0.019
Si 5.472 5.459 4.027 -0.006 0.011 -0.005
Si 8.137 -8.189 4.019 0.011 0.008 0.01
Si 5.463 -5.433 4.029 -0.002 0.01 -0.025
Si 8.184 -2.703 4.093 -0.008 -0.005 0.022
Si -5.452 0.018 3.994 0.006 0 0.011
Si -2.736 2.657 4.107 0 -0.011 -0.002
Si -5.482 5.445 4.094 0.006 -0.031 -0.014
Si -2.71 8.199 4.132 0.007 -0.007 0.003
Si -5.431 -5.463 4.046 0.021 -0.002 -0.016
Si -2.737 -2.716 4.088 0 -0.01 -0.017
Si 1.355 -1.339 16.275 0.008 -0.015 -0.004
Si 4.08 1.365 16.338 0.003 0.004 -0.013
Si 1.322 4.047 16.341 -0.007 -0.003 -0.01
Si 4.074 6.789 16.319 0.002 0.002 -0.005
Si 1.346 -6.825 16.332 -0.019 0.004 0.001
Si 4.121 -4.077 16.26 -0.003 -0.004 -0.019
Si 6.783 -1.362 16.297 -0.007 0.001 -0.01
Si -6.752 1.372 16.319 0.009 -0.001 -0.013
Si 6.798 4.089 16.332 0.001 -0.007 -0.005
Si -6.798 6.8 16.332 0 0.01 -0.012
Si 6.82 -6.795 16.31 -0.004 0.003 -0.007
Si -6.803 -4.063 16.301 -0.008 0.008 -0.007
Si -4.091 -1.348 16.34 0.004 -0.008 -0.01
Si -1.381 1.364 16.32 0.011 0.008 -0.006
Si -4.076 4.076 16.358 0.011 0.004 -0.007
Si -1.361 6.755 16.348 -0.011 -0.008 0.002
Si -4.089 9.513 16.295 -0.008 -0.003 0.001
Si -1.351 -4.077 16.298 0.002 0.001 -0.012
Si 2.726 -0.032 17.666 -0.016 -0.001 -0.012
Si 5.419 2.756 17.698 -0.012 -0.011 0.019
Si 2.693 5.42 17.66 0.012 -0.013 -0.007
Si 5.466 8.145 17.648 0.01 0.003 0.015
Si 2.746 -5.411 17.588 0.003 0.004 0.001
Si 5.442 -2.734 17.674 -0.002 -0.005 0.01
Si 8.194 -0.018 17.597 -0.006 -0.009 -0.002
Si -5.427 2.733 17.743 -0.019 -0.001 -0.002
Si 8.18 5.424 17.698 -0.009 0.002 -0.001
Si -5.444 8.175 17.677 0.013 -0.009 0.018
Si 8.15 -5.392 17.669 0.001 0.001 -0.001
Si -5.439 -2.739 17.685 0.003 0.014 0.025
Si -2.763 0.052 17.697 -0.004 -0.003 0
Si -0.032 2.675 17.725 -0.001 0.012 0.018
Si -2.706 5.399 17.745 0.004 0.003 0.023
Si 0.001 -8.22 17.712 0.019 -0.004 -0.007
Si -2.716 -5.451 17.629 -0.008 0.013 -0.003
Si -0.016 -2.668 17.631 0.002 -0.016 0.013
Si 1.35 1.277 19.037 0.003 -0.001 -0.019
Si 3.998 4.094 19.075 0.007 -0.011 -0.004
Si 1.351 6.706 19.085 -0.024 0.007 -0.008
Si 4.081 -6.788 18.932 0 0.018 -0.045
Si 1.445 -3.974 18.913 0.031 0.026 -0.034
Si 4.081 -1.388 19.035 -0.027 -0.019 -0.016
Si 6.899 1.394 18.919 0.006 0.026 -0.043
Si -6.767 4.113 19.111 -0.008 0.016 -0.004
Si 6.809 6.774 19.033 -0.02 0.006 -0.007
Si -6.79 9.593 19.003 0.004 -0.001 -0.023
Si 6.796 -4.058 19.076 0.011 -0.013 -0.016
Si 9.469 -1.395 19.011 -0.01 -0.008 -0.04
Si -4.105 1.373 19.147 0.031 -0.018 0.007
Si -1.402 3.975 19.155 -0.031 0.005 -0.029
Si -4.075 6.822 19.042 0.011 -0.011 -0.034
Si -1.375 -6.807 18.988 -0.003 -0.011 -0.005
Si -4.04 -4.106 19.02 0.011 0.007 -0.028
Si -1.412 -1.332 19.004 0.012 -0.007 -0.012
Si -0.038 -0.054 20.406 -0.013 0.019 0.056
Si 2.669 2.629 20.419 0.01 0.012 0.04
Si 0.031 5.299 20.493 -0.009 -0.009 0.052
Si 2.739 8.164 20.288 -0.002 0.014 0.061
Si 0.058 -5.37 20.128 0.007 0.015 0.02
Si 2.707 -2.666 20.474 -0.012 -0.004 0.058
Si 5.574 -0.02 20.19 0.01 -0.004 0.044
Si 8.183 2.718 20.409 0.009 -0.017 0.059
Si 5.377 5.475 20.416 0.001 0.031 0.029
Si 8.162 8.227 20.311 -0.017 -0.003 0.042
Si 5.378 -5.424 20.351 -0.006 -0.003 0.072
Si 8.173 -2.744 20.474 0.023 -0.01 0.065
Si -5.54 -0.019 20.381 -0.007 -0.022 0.059
Si -2.783 2.649 20.651 0.04 0.026 0.047
Si -5.412 5.495 20.476 0.029 0.011 0.059
Si -2.706 -8.135 20.408 -0.017 -0.01 0.046
Si -5.37 -5.455 20.407 -0.007 -0.01 0.025
Si -2.751 -2.681 20.378 -0.034 -0.01 0.048
Si 1.04 -1.596 21.807 0.271 0.112 -0.722
Si 4.42 1.482 21.481 -0.215 -0.017 -0.728
Si 1.031 3.588 21.835 0.138 0.15 -0.756
Si 4.3 7.155 21.705 -0.096 -0.218 -0.693
Si 1.547 -6.545 21.457 -0.101 -0.125 -0.79
Si 3.768 -4.358 21.701 0.205 0.244 -0.742
Si 7.033 -1.075 21.685 -0.044 -0.244 -0.765
Si -7.05 1.13 21.784 0.162 0.198 -0.729
Si 6.513 3.823 21.616 0.098 0.168 -0.706
Si -6.566 7.18 21.651 -0.024 -0.117 -0.716
Si 6.559 -6.981 21.612 0.109 0.128 -0.752
Si 9.805 -3.923 21.741 -0.226 -0.078 -0.712
Si -4.424 -1.598 21.672 0.218 0.045 -0.766
Si -1.203 1.335 21.891 -0.278 -0.08 -0.681
Si -3.834 4.412 21.883 -0.248 -0.274 -0.772
Si -1.543 6.575 21.65 0.176 0.134 -0.82
Si -4.254 -7.004 21.81 0.203 0.152 -0.732
Si -1.069 -3.869 21.474 -0.113 0.044 -0.717
Si -4.952 4.506 24.824 0.011 -0.061 -0.113
Si 6.735 4.867 24.523 -0.087 -0.051 -0.108
Si -3.902 -2.251 -6.477 0.013 0.014 0.049
Si -2.311 5.355 -5.947 -0.046 0.146 -0.085
Si -6.848 0.04 -4.174 -0.107 -0.005 -0.067
Si 6.75 4.607 -3.095 0.063 -0.067 0.092
Si -3.671 -4.422 -4.147 -0.119 -0.008 -0.139
Si 3.881 -3.504 24.712 0.002 -0.02 -0.145
Si 5.216 -8.05 -6.265 0.079 -0.087 -0.024
Si -1.154 8.102 -6.325 0.003 -0.001 0.066
Si -1.859 2.582 -4.872 0.019 -0.067 0.019
Si -0.946 -4.033 -2.904 0.017 0.043 0.03
Si 1.141 2.285 -4.747 0.032 0.011 0.034
Si 2.357 4.479 -6.428 -0.022 -0.018 0.104
Si -6.609 1.903 24.79 0.049 0.028 -0.14
Si -8.052 2.759 -4.809 0.001 0.157 -0.011
Si 2.452 3.668 24.593 -0.071 -0.031 -0.149
Si 4.337 -0.391 -3.873 -0.079 -0.073 0.019
Si 0.086 7.021 26.173 -0.058 0.041 -0.001
Si -2.292 -5.688 23.806 -0.076 -0.076 -0.107
Si -3.781 -6.968 -5.862 0.021 -0.091 0.086
Si 4.21 5.929 -4.513 -0.011 -0.019 0.08
Si 1.992 -1.154 24.747 0.024 0.05 -0.218
Si 4.091 0.981 24.332 -0.053 -0.054 -0.015
Si 6.631 2.054 25.644 0.058 0.051 -0.064
Si -7.563 -7.061 26.112 -0.117 -0.126 -0.089
Si 2.882 -2.649 -2.183 -0.074 0.001 0.041
Si 0.272 -2.54 -5.339 -0.032 -0.075 -0.001
Si 7.653 -3.828 -4.853 0.031 0.113 0.016
Si -2.752 -3.127 25.473 0.104 0.056 -0.149
Si -2.923 2.461 -1.94 0.083 0.07 0.094
Si -6.552 -4.909 -2.862 -0.096 0.081 0.106
Si -4.346 6.716 -4.293 0.099 0.053 -0.018
Si 6.497 -2.402 24.411 0.065 0.002 -0.088
Si 3.226 5.021 -2.054 -0.114 0.004 0.228
Si 7.011 -1.53 -3.087 -0.073 0.073 0.113
Si -7.706 -7.629 -2.21 -0.014 -0.021 0.153
Si -7.119 5.533 -4.396 -0.038 -0.113 -0.027
Si -2.705 8.039 -1.98 -0.042 0.057 0.055
Si -5.133 0.216 -1.91 -0.042 0.031 0.073
Si 5.107 -4.978 -6.239 0.016 0.078 0.017
Si -8.099 8.101 -5.302 0.067 -0.017 0.073
Si -0.006 -6.843 -2.557 0.01 -0.043 0.259
Si -6.92 -1.772 -6.592 -0.073 -0.032 0.125
Si 2.183 -0.305 -5.961 0.049 -0.077 -0.023
Si 2.506 -4.344 -4.815 0.104 0.051 0.126
Si -3.166 0.646 -7.018 0.012 -0.044 -0.075
Si 7.925 -5.172 23.83 0.096 -0.006 -0.174
Si 4.027 6.307 24.599 0.031 0.01 -0.149
Si -2.71 -0.531 24.002 0.11 0.024 -0.093
Si 3.242 2.164 -2.595 -0.012 -0.008 0.065
Si -0.167 -7.892 23.75 -0.039 0.073 -0.118
Si 1.24 -7.232 -4.938 -0.059 -0.008 -0.109
Si -7.17 6.519 24.531 -0.007 -0.01 -0.103
Si 1.362 -1.365 5.444 0.004 0.003 0.004
Si 4.085 1.343 5.465 0.01 -0.007 0.014
Si 1.374 4.047 5.485 -0.009 -0.016 0.002
Si 4.128 6.797 5.45 0.002 -0.012 0
Si 1.374 9.556 5.485 -0.002 -0.005 0.012
Si 4.104 -4.108 5.445 -0.001 -0.021 0.008
Si 6.799 -1.351 5.431 -0.011 -0.002 0.006
Si 9.517 1.371 5.385 0.004 0.001 0
Si 6.807 4.093 5.412 -0.013 -0.014 0.001
Si -6.838 6.801 5.437 -0.008 0.012 0.008
Si 6.803 -6.811 5.397 0.004 -0.005 0.002
Si -6.776 -4.086 5.418 0.01 0.001 0.014
Si -4.114 -1.346 5.408 0.008 0.01 -0.003
Si -1.373 1.345 5.494 0.001 -0.001 0.015
Si -4.094 4.075 5.425 0.012 0.02 0.004
Si -1.391 6.796 5.49 0.005 0.004 0.018
Si -4.097 -6.788 5.463 -0.004 0.009 0.009
Si -1.355 -4.057 5.447 -0.011 -0.012 0.008
Si 2.72 -0.013 6.815 -0.004 0.007 -0.003
Si 5.453 2.728 6.788 0.001 -0.005 0.002
Si 2.742 5.44 6.802 0.002 0.004 -0.001
Si 5.467 -8.155 6.806 -0.007 0.003 0
Si 2.738 -5.427 6.839 0 -0.004 0.005
Si 5.448 -2.721 6.793 0.002 0.005 -0.001
Si 8.168 0.015 6.774 -0.003 0.001 -0.001
Si -5.451 2.713 6.781 0.002 -0.008 -0.004
Si -8.174 5.438 6.805 -0.001 0.005 -0.003
Si -5.463 -8.163 6.797 0.007 -0.005 0.007
Si -8.154 -5.448 6.767 0.001 -0.002 -0.001
Si -5.443 -2.714 6.79 0.005 -0.009 -0.001
Si -2.745 -0.025 6.81 0.002 -0.003 0.003
Si -0.003 2.707 6.839 0.001 -0.002 0.009
Si -2.759 5.436 6.821 0.002 0.006 0.007
Si 0.008 8.16 6.812 0.005 -0.004 -0.005
Si -2.717 -5.428 6.802 -0.002 0 0.004
Si -0.002 -2.709 6.816 -0.007 0.007 0
Si 1.361 1.343 8.181 -0.013 -0.018 0
Si 4.092 4.076 8.161 0.001 -0.009 -0.004
Si 1.374 6.799 8.161 -0.001 0.01 0.003
Si 4.093 -6.809 8.172 -0.009 -0.002 0.001
Si 1.363 -4.066 8.177 0.014 0.001 -0.006
Si 4.088 -1.368 8.165 -0.005 0 -0.004
Si 6.812 1.368 8.149 0.004 0.011 -0.005
Si -6.804 4.075 8.151 -0.001 0.011 -0.002
Si 6.805 6.8 8.174 0.002 -0.002 0.004
Si -6.809 -6.797 8.156 -0.002 -0.005 -0.007
Si 6.811 -4.087 8.143 -0.006 -0.005 -0.012
Si -6.806 -1.353 8.145 0.004 0 -0.007
Si -4.094 1.358 8.154 0 -0.004 -0.007
Si -1.37 4.086 8.169 0.013 0.01 -0.003
Si -4.108 6.802 8.171 -0.008 -0.015 0.001
Si -1.362 -6.798 8.162 -0.002 -0.001 -0.011
Si -4.076 -4.068 8.157 0.012 0.007 -0.002
Si -1.372 -1.366 8.175 -0.005 -0.008 0.003
Si -0.007 -0.009 9.531 -0.006 0.001 0
Si 2.726 2.718 9.521 0.002 0.003 -0.005
Si 0.001 5.444 9.518 -0.001 0.003 -0.003
Si 2.727 -8.166 9.529 0.005 -0.005 0
Si 0 -5.441 9.525 0.002 -0.003 -0.008
Si 2.724 -2.714 9.534 -0.01 0.004 0.001
Si 5.448 0.006 9.51 0 -0.005 -0.005
Si -8.16 2.723 9.522 0.006 -0.009 -0.006
Si 5.442 5.438 9.528 -0.005 0.009 -0.002
Si -8.155 -8.161 9.527 0.002 0 0.002
Si 5.451 -5.438 9.517 0 -0.004 -0.01
Si -8.158 -2.719 9.506 -0.003 -0.001 -0.001
Si -5.449 0.001 9.517 0.001 0 -0.002
Si -2.73 2.716 9.518 0.001 -0.002 -0.001
Si -5.455 5.433 9.525 -0.002 0.006 0
Si -2.726 -8.158 9.517 0.004 -0.003 -0.005
Si -5.438 -5.437 9.509 -0.001 0.006 -0.009
Si -2.723 -2.726 9.536 0.004 -0.006 0.002
Si 1.355 -1.363 10.891 0 -0.002 0
Si 4.089 1.362 10.879 -0.003 -0.002 -0.004
Si 1.361 4.081 10.876 -0.011 0 0.001
Si 4.08 -9.529 10.89 -0.003 -0.002 0
Si 1.36 -6.806 10.882 0.006 -0.005 -0.002
Si 4.087 -4.082 10.879 -0.002 -0.004 -0.002
Si 6.804 -1.358 10.87 -0.003 0.002 0.001
Si -6.802 1.363 10.881 -0.004 0.004 -0.002
Si -9.518 4.08 10.89 0.001 0.002 -0.001
Si -6.802 -9.523 10.889 0.004 -0.003 0.005
Si -9.519 -6.802 10.879 -0.003 0.004 -0.003
Si -6.794 -4.075 10.867 0.004 -0.006 0.001
Si -4.086 -1.355 10.879 0.003 -0.001 0.004
Si -1.365 1.362 10.876 0.012 -0.012 -0.002
Si -4.088 4.076 10.88 -0.001 0.012 -0.002
Si -1.363 6.801 10.876 0.002 0.003 0.002
Si -4.082 -6.798 10.879 -0.001 0.001 -0.004
Si -1.362 -4.088 10.891 -0.001 0.002 0.002
Si 2.717 0.008 12.233 -0.009 -0.005 0
Si 5.442 2.719 12.251 -0.003 -0.003 0
Si 2.718 5.432 12.249 0.009 0.008 0
Si 5.441 -8.164 12.239 -0.002 -0.002 -0.002
Si 2.725 -5.446 12.235 -0.003 0.001 0
Si 5.444 -2.714 12.232 -0.001 0 0.001
Si 8.157 0.005 12.236 0.005 -0.003 -0.003
Si -5.445 2.721 12.246 0.003 -0.013 0.006
Si -8.159 5.439 12.252 -0.005 0.009 0.003
Si -5.432 -8.166 12.242 -0.003 -0.003 0.001
Si -8.149 -5.442 12.222 0 0.001 -0.003
Si -5.443 -2.715 12.238 0 0.002 0.008
Si -2.72 0.003 12.234 0 0.012 0.002
Si -0.006 2.725 12.231 0.004 0.009 0.002
Si -2.724 5.438 12.234 0.005 -0.005 0.004
Si -0.002 8.152 12.243 -0.005 0.002 0.003
Si -2.725 -5.446 12.25 0.004 -0.009 0.005
Si -0.002 -2.728 12.25 0.002 -0.006 0.008
Si 1.355 1.37 13.589 -0.002 0.007 0
Si 4.074 4.072 13.614 -0.004 -0.002 0.011
Si 1.354 6.788 13.608 -0.007 -0.003 0.01
Si 4.078 -6.809 13.597 0.005 -0.001 -0.001
Si 1.364 -4.095 13.6 0.013 -0.008 0.002
Si 4.078 -1.349 13.585 -0.01 0.005 0.002
Si 6.806 1.362 13.609 0 -0.006 -0.003
Si -6.8 4.081 13.617 0.004 0.004 0.009
Si 6.799 -9.517 13.604 -0.005 0.007 0.003
Si -6.797 -6.803 13.588 -0.001 0.001 -0.004
Si 6.815 -4.08 13.574 0.007 -0.01 -0.001
Si 9.519 -1.348 13.595 -0.008 0.005 0.002
Si -4.071 1.365 13.594 0.009 -0.011 0.003
Si -1.368 4.079 13.594 -0.005 0.006 -0.001
Si -4.078 6.788 13.607 0.006 0.003 -0.001
Si -1.368 9.502 13.606 0.006 -0.001 0.008
Si -4.084 -4.072 13.602 -0.007 0.01 0.007
Si -1.367 -1.358 13.597 0.004 -0.005 -0.002
Si -0.014 0.02 14.941 0.002 -0.004 -0.003
Si 2.705 2.711 14.976 -0.006 0.001 0.005
Si -0.008 5.42 14.965 -0.001 0.002 -0.001
Si 2.715 8.153 14.962 0.008 0.003 0.003
Si -0.001 -5.46 14.957 -0.002 -0.004 -0.003
Si 2.725 -2.716 14.938 -0.004 -0.003 -0.003
Si 5.428 0.009 14.956 -0.009 -0.006 -0.004
Si 8.165 2.719 14.98 -0.004 -0.009 0.003
Si 5.442 5.44 14.96 0.002 0.01 -0.004
Si 8.173 -8.161 14.957 0.001 0.003 -0.001
Si 5.467 -5.451 14.924 0.008 0.01 -0.004
Si 8.155 -2.713 14.941 0.005 0.002 -0.003
Si -5.423 0.005 14.948 0.004 0.012 0.003
Si -2.728 2.731 14.965 0.003 -0.003 -0.003
Si -5.434 5.434 14.983 -0.002 -0.004 0
Si -2.715 8.132 14.976 0.002 -0.001 0.002
Si -5.449 -5.439 14.948 0.002 -0.007 -0.005
Si -2.727 -2.708 14.967 0.005 0.006 0.003
O 7.001 3.228 -3.913 -0.345 -0.539 0.085
O -1.56 4.1 -5.304 0.53 0.238 0.162
O -6.779 -0.426 -5.711 0.194 0.488 -0.272
O 1.414 -0.912 23.249 -0.057 0.343 0.061
O -4.352 -2.96 25.65 -0.241 0.181 -0.569
O -7.035 7.467 -1.38 0.207 -0.281 -0.487
O 1.698 -1.997 -1.285 -0.408 0.058 -0.529
O 2.638 -5.483 22.025 -0.048 0.048 0.333
O 7.523 -1.66 25.403 0.335 0.403 -0.186
O -1.682 -4.811 22.62 -0.122 -0.156 0.012
O -7.403 6.65 22.939 -0.591 -0.093 0.043
O -8.164 2.647 -0.505 0.171 -0.112 -0.225
O 3.713 4.901 -5.652 0.417 -0.289 -0.207
O 4.119 5.918 -1.031 0.514 -0.426 -0.018
O 1.907 1.258 -5.724 0.262 0.223 -0.441
O 3.574 6.715 23.099 -0.674 -0.191 0.154
O 4.048 0.56 22.773 -0.372 -0.72 -0.005
O -5.26 -5.4 -0.236 0.091 -0.019 -0.257
O 1.695 4.082 23.229 0.232 0.234 0.128
O -1.231 -6.798 24.295 0.055 -0.083 0.539
O 3.627 -0.679 -5.305 0.576 -0.268 -0.176
O 1.355 3.747 -5.403 -0.117 0.438 0.289
O -2.662 5.508 22.161 -0.021 0.143 0.473
O -0.096 2.481 22.309 -0.068 0.012 0.309
O -3.248 0.165 25.356 0.305 -0.056 0.26
O -5.35 5.529 -0.528 0.214 0.093 -0.653
O -3.419 3.844 -1.259 0.301 0.181 -0.413
O -4.573 -1.128 -1.24 -0.139 -0.41 -0.225
O 6.851 -1.655 -1.486 0.249 -0.118 -0.083
O 4.712 -6.531 -6.173 -0.521 -0.059 0.098
O 1.766 2.235 -3.252 -0.494 -0.335 0.308
O -1.459 -7.519 -2.64 -0.009 0.156 -0.19
O -1.558 1.907 -1.28 0.071 0.239 -0.575
O -0.014 -2.809 22.144 -0.183 -0.107 0.159
O -0.669 -3.823 -1.325 0.418 0.251 0.035
O -3.633 -6.4 23.208 -0.1 0.23 0.536
O -5.687 5.944 24.767 0.412 0.439 0.401
O -2.533 -4.66 25.022 0.161 -0.17 0.221
O 3.19 1.627 -1.072 -0.289 0.1 0.035
O 6.783 -8.087 -5.966 -0.005 -0.136 0.014
O -5.398 -0.086 -3.469 0.419 -0.007 -0.123
O -6.935 -3.985 -1.562 -0.049 0.587 -0.441
O -0.296 -7.12 -5.495 -0.432 0.51 0.254
O 5.615 6.021 24.562 0.2 0.391 -0.137
O 7.084 4.404 23.015 0.483 0.346 0.264
O 0.058 -0.046 -0.491 -0.009 -0.019 -0.289
O -3.492 -0.704 -6.18 0.069 0.158 0.475
O -3.747 -7.206 -1.372 -0.265 -0.067 -0.562
O -2.543 -4.164 -3.034 -0.199 0.16 0.2
O -7.85 -0.934 -3.38 0.234 -0.295 0.392
O 7.013 -3.876 24.025 -0.128 -0.069 0.057
O 3.927 3.634 -2.552 0.373 0.038 -0.116
O -3.593 -3.22 -5.223 -0.074 0.17 0.352
O 3.045 5.947 -3.372 -0.521 0.221 0.042
O 6.471 4.353 -1.526 -0.207 0.252 -0.021
O -3.936 -0.77 22.981 -0.382 0.399 0.121
O -1.497 6.708 -5.562 0.069 -0.139 0.343
O -5.791 0.778 25.61 -0.302 -0.332 0.371
O -2.53 -7.503 -6.744 -0.069 0.215 -0.647
O 1.64 5.747 -7.123 -0.25 0.017 -0.505
O -5.745 6.108 -3.783 -0.02 -0.029 0.102
O 4.464 7.378 -5.153 -0.272 0.325 0.318
O 3.839 -3.535 -1.246 0.26 0.113 -0.129
O 1.917 7.994 -5.906 0.545 -0.127 0.125
O 3.466 2.455 24.387 0.253 0.165 -0.019
O 7.188 -6.284 22.931 -0.113 0.084 0.554
O -0.154 -5.394 -3.263 0.388 -0.155 -0.222
O -3.308 -5.858 -4.803 0.304 -0.122 -0.054
O -6.433 1.704 23.183 0.428 0.179 0.155
O -4.067 1.379 -1.666 -0.182 -0.019 0.15
O -0.94 7.242 22.993 -0.131 -0.195 0.349
O -5.464 -2.41 -6.812 0.033 -0.167 -0.032
O 8.145 -8.004 -3.702 -0.45 -0.232 -0.055
O 8.127 0.034 22.188 -0.096 -0.04 0.557
O 3.695 -1.407 -2.797 0.182 0.012 0.255
O 5.467 -5.438 -0.486 -0.153 0.017 -0.05
O -6.608 -6.456 -2.38 0.438 -0.1 -0.16
O 4.014 -4.157 -5.365 0.151 0.601 -0.081
O 0.562 -6.661 -1.063 -0.146 0.231 0.024
O 5.592 1.039 24.926 0.122 -0.264 -0.296
O 7.779 2.148 -6.211 -0.521 -0.538 -0.106
O -2.741 -2.7 -0.312 0.009 -0.111 -0.132
O 6.593 -4.74 -5.65 0.02 -0.477 -0.272
O 2.377 -3.659 -3.344 -0.041 -0.453 0.083
O -1.661 0.455 23.222 0.303 -0.246 0.359
O 5.477 -8.101 22.122 0.242 0.236 0.185
O 1.427 -3.594 -5.75 -0.199 0.006 -0.688
O -3.782 4.72 25.922 0.286 -0.034 -0.193
O -4.827 -6.258 -6.844 0.264 0.307 -0.444
O -2.135 7.154 -0.784 -0.292 0.053 0.029
O -5.441 -2.77 22.208 0.02 0.101 0.387
O 4.123 1.156 -3.477 0.343 0.193 -0.186
O 0.753 7.752 24.901 0.776 0.253 -0.091
O 4.239 -3.895 23.185 0.479 -0.007 0.19
O 8.143 1.792 25.148 -0.015 -0.27 0.168
O 1.873 4.501 -1.331 -0.177 -0.204 -0.302
O 5.42 2.667 22.024 -0.201 0.055 0.227
O 0.975 -1.092 -5.221 -0.232 0.283 0.446
O -6.507 0.711 -1.213 -0.041 0.03 -0.241
O -7.37 7.957 25.194 -0.084 -0.011 -0.306
O 6.293 -1.579 23.041 -0.704 0.351 0.128
O -6.005 3.343 25.226 -0.197 0.142 0.461
O -2.717 1.796 -5.984 -0.234 0.134 0.022
O 1.447 3.228 25.777 -0.192 -0.589 -0.013
O 6.856 -2.997 -3.726 -0.444 -0.134 0.341
O 0.842 -7.157 22.763 0.094 -0.373 0.211
O -0.418 1.898 -4.645 -0.07 -0.487 0.158
O 5.287 0.075 -0.421 -0.047 0.176 -0.428
O -4.508 8.098 -5.13 -0.506 0.265 0.302
O -7.033 -4.697 23.087 0.233 -0.281 0.413
O -4.368 4.056 23.381 0.169 -0.339 0.398
O -0.158 5.509 -0.228 -0.166 0.076 -0.313
O 8.148 -5.836 25.273 0.117 0.179 0.301
O -0.811 -2.563 -6.522 -0.422 -0.022 0.31
O -7.608 -4.751 -4.068 -0.167 -0.502 -0.361
O 8.09 5.472 25.134 0.103 -0.038 0.676
O 5.089 -2.541 25.188 0.031 0.143 0.383
O -2.711 2.634 -3.511 -0.184 0.239 -0.239
O -1.499 7.297 25.919 -0.247 -0.075 -0.517
O 2.623 8.063 -0.403 0.218 0.115 -0.141
O -7.581 6.582 -5.54 -0.003 -0.214 -0.84
O 0.881 -0.945 25.903 -0.155 -0.115 0.066
O 3.26 4.975 25.053 0.13 -0.054 0.647
O -7.891 -2.846 -5.876 -0.172 -0.073 0.099
O -2.162 -2.021 24.414 0.573 -0.193 -0.005
O -5.43 -8.081 22.212 0.073 -0.005 0.244
O -7.052 4.034 -5.021 0.253 -0.083 -0.193
O 8.126 5.461 -3.186 -0.01 0.403 0.668
O 2.501 -2.684 24.803 -0.567 -0.078 0.169
O 1.07 -7.711 -3.401 0.314 -0.39 0.215
O 2.137 -5.905 -4.901 0.219 -0.192 -0.082
O -5.106 -4.491 -3.426 -0.167 -0.013 -0.119
O 3.78 -4.799 25.658 0.023 -0.362 -0.219
O 7.307 -7.119 -1.389 -0.187 -0.418 -0.394
O 5.588 5.451 -3.817 0.089 0.581 0.091
O 6.223 3.59 25.349 -0.524 0.157 0.379
O 3.185 -0.113 25.088 0.442 -0.181 0.393
O 3.68 7.446 25.676 -0.22 0.321 -0.127
O -7.274 1.583 -4.044 0.131 0.092 0.279
O -0.415 -2.884 -3.911 0.246 0.556 0.234
O -3.759 5.561 -5.258 -0.532 -0.343 -0.25
O 5.93 -0.6 -3.85 0.266 0.337 -0.202
O -3.417 7.053 -3.025 0.082 -0.308 -0.021
O -7.164 -7.132 -6.04 -0.089 0.478 0.241

Results
total energy: -101658.042 eV
total energy less fixed offsets of O -438.25, Si -107.07 eV per atom: -4.842 eV
